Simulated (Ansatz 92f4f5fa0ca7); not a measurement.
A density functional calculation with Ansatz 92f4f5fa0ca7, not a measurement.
Periodic cell of 237 atoms, Si146O85H6, from a study of silicon, its oxide and their interface. The atomic structure is a simulated model.
Doubt: the cutoff is far below the 930 eV that the study's wrapper takes by default for these files, so forces and energies are approximate.
This geometry differs little from another in the collection (a relaxation step or a small displacement).

Settings: functional PBE; potential files Ansatz PAW; basis plane waves; wave-function cutoff 580 eV; density cutoff ratio 5; exchange-correlation grid ratio 1; k mesh 1 x 1 x 1, Gamma-centred; self-consistency stop 5e-08 eV per atom in the density residual; occupations fixed; spin none; net charge 0.

Cell vectors (angstrom)
a 11.6015 0 0
b 0 10.938 0
c 0 0 32.9597

Atoms and the computed forces on them: element, x, y, z (angstrom), force x, y, z (eV/angstrom)
Si 0.0317 -0.0904 24.4896 0.0297 0.0542 -0.0074
Si 4.0127 -0.0865 24.3098 0.0183 -0.014 -0.0198
Si 7.9701 -0.0673 24.4294 -0.0599 0.0161 -0.0307
Si 2.027 1.1666 24.3725 -0.0604 0.3118 -0.5272
Si 5.9752 1.2177 24.2773 0.0033 0.3012 -0.4857
Si 9.7998 1.3558 24.5766 0.0365 -0.0096 -0.0121
Si 0.221 5.6785 24.0649 -0.0334 -0.0923 0.1584
Si 4.1109 5.4427 24.305 0.003 0.1036 -0.065
Si 7.9111 5.5262 24.1127 -0.1184 0.0571 0.0007
Si 2.1957 6.8712 24.3159 -0.0152 0.2464 -0.415
Si 5.9648 6.9268 24.2094 0.0872 -0.0939 0.0014
Si 9.817 6.8173 24.4851 0.164 -0.1253 -0.1475
Si 2.0301 2.6837 26.1968 -0.0502 -0.0165 -0.0374
Si 5.9194 2.6699 26.176 -0.0125 -0.0294 -0.0985
Si 9.767 2.8815 26.2824 -0.0304 -0.0199 0.0112
Si 0.1501 4.1242 26.0328 0.0375 0.1649 -0.1445
Si 3.9883 4.0382 26.2046 -0.0361 -0.0015 0.0008
Si 7.7759 4.1276 26.0962 0.0357 0.0417 -0.0674
Si 2.0885 8.1658 26.2909 0.0044 -0.0358 -0.0682
Si 5.918 8.1585 26.2522 -0.0168 -0.0685 -0.09
Si 9.7719 8.1748 26.3878 -0.0661 -0.0183 -0.0247
Si 0.1231 9.4656 26.3538 0.0304 0.0834 -0.0375
Si 4.0039 9.5311 26.2604 -0.0374 0.0669 0.0024
Si 7.8317 9.5061 26.3212 0.0151 0.0728 -0.009
Si 0.0685 0.0305 28.1667 -0.0248 -0.062 -0.0121
Si 3.9399 0.0125 28.1463 -0.0123 -0.0447 -0.0175
Si 7.8003 0.0297 28.1652 -0.0031 -0.0642 -0.027
Si 2.0012 1.3668 28.1512 0.0487 0.0659 -0.0495
Si 5.8683 1.3664 28.14 0.0079 0.0483 0.004
Si 9.7319 1.3906 28.1361 0.023 0.0574 -0.0183
Si 0.0903 5.4437 28.0665 -0.0271 -0.1478 0.0163
Si 3.9381 5.4279 28.1306 -0.0052 -0.032 -0.0077
Si 7.7646 5.4403 28.0961 0.0398 -0.0613 0.0179
Si 2.0147 6.785 28.1726 0.0195 0.0733 -0.027
Si 5.8538 6.7951 28.1567 -0.0174 0.0483 0.01
Si 9.726 6.7391 28.205 0.0036 0.0727 0.0221
Si 1.9336 2.7345 30.0604 0.0613 0.0569 0.1847
Si 5.8008 2.7345 30.0604 0.0473 0.0525 0.0984
Si 9.6679 2.7345 30.0604 0.0548 0.0599 0.1964
Si 0 4.1018 30.0604 0.1021 -0.1281 -0.3113
Si 3.8672 4.1018 30.0604 0.0787 -0.1918 0.1499
Si 7.7343 4.1018 30.0604 -0.0123 -0.1313 -0.1688
Si 1.9336 8.2035 30.0604 0.0988 -0.0361 0.0762
Si 5.8008 8.2035 30.0604 0.0045 -0.0586 -0.014
Si 9.6679 8.2035 30.0604 0.0361 -0.0917 0.1755
Si 0 9.5708 30.0604 0.0342 -0.0366 0.1345
Si 3.8672 9.5708 30.0604 0.0777 -0.0046 0.0585
Si 7.7343 9.5708 30.0604 0.0573 -0.0108 0.0982
Si 0 0 31.994 -0.0119 0.0911 0.1181
Si 3.8672 0 31.994 -0.0121 -0.0119 0.0181
Si 7.7343 0 31.994 0.0027 -0.018 0.0508
Si 1.9336 1.3673 31.994 0.0088 -0.034 -0.0121
Si 5.8008 1.3673 31.994 -0.0016 -0.0205 -0.0781
Si 9.6679 1.3673 31.994 -0.0092 -0.05 0.0059
Si 0 5.469 31.994 0.0114 0.1897 -0.0009
Si 3.8672 5.469 31.994 -0.0027 0.0635 -0.039
Si 7.7343 5.469 31.994 0.0028 0.0481 -0.0729
Si 1.9336 6.8362 31.994 -0.0098 0.0038 0.0473
Si 5.8008 6.8362 31.994 0.0093 0.0863 -0.0539
Si 9.6679 6.8362 31.994 0.004 -0.0624 0.1078
Si 1.9336 2.7345 0.9679 -0.1536 -0.0263 0.0154
Si 5.8008 2.7345 0.9679 -0.0231 0.0061 0.0015
Si 9.6679 2.7345 0.9679 0.0545 0.0204 0.0386
Si 0 4.1018 0.9679 -0.1326 0.0531 0.2874
Si 3.8672 4.1018 0.9679 -0.1528 0.0391 0.1961
Si 7.7343 4.1018 0.9679 0.0756 0.0342 -0.1639
Si 1.9336 8.2035 0.9679 -0.1521 -0.0034 -0.0901
Si 5.8008 8.2035 0.9679 -0.0326 0.0914 -0.4512
Si 9.6679 8.2035 0.9679 -0.0333 0.0102 0.4026
Si 0 9.5708 0.9679 -0.0184 0.0012 0.3572
Si 3.8672 9.5708 0.9679 -0.1425 -0.051 -0.1077
Si 7.7343 9.5708 0.9679 0.0224 0.0182 -0.034
Si -0.0698 -0.0284 2.9827 0.0254 -0.0856 -0.0196
Si 3.7767 0.0303 2.8604 -0.0076 -0.0783 0.0087
Si 7.7202 0.0236 2.8835 -0.0517 -0.0887 0.0045
Si 1.8373 1.378 2.9126 0.0145 0.0876 0.0238
Si 5.7302 1.3292 2.8679 0.0339 0.0718 -0.0105
Si 9.6479 1.3616 2.9017 -0.006 0.0926 -0.0137
Si -0.0992 5.4777 2.9588 0.0335 -0.1283 0.0026
Si 3.7647 5.5102 2.9045 0.0291 -0.06 -0.0213
Si 7.6941 5.5075 2.86 0.0183 -0.0648 -0.0031
Si 1.8172 6.8562 2.9026 -0.0127 0.0864 0.0379
Si 5.733 6.8019 2.8089 -0.0369 0.084 0.0439
Si 9.6216 6.8897 2.9989 -0.0465 0.0886 -0.0207
Si 1.802 2.8349 4.7959 -0.0553 -0.0329 -0.0158
Si 5.6216 2.7384 4.7385 -0.0214 -0.0202 0.009
Si 9.5614 2.7025 4.8475 0.0204 -0.1035 0.0592
Si -0.1557 4.1517 4.9722 0.0384 0.1337 0.0655
Si 3.7481 4.1613 4.8508 0.0342 0.0033 0.0188
Si 7.6168 3.9773 4.6393 -0.0315 0.0336 -0.0306
Si 1.7842 8.2766 4.8012 -0.0232 -0.055 -0.0006
Si 5.747 8.2822 4.5985 -0.0013 -0.0503 -0.0117
Si 9.6093 8.1614 5.0843 -0.0818 -0.0541 0.0277
Si -0.1318 9.6643 5.0742 0.0699 0.0859 0.0894
Si 3.7575 9.5608 4.7382 0.0189 0.0349 -0.003
Si 7.6922 9.5717 4.7918 0.0387 0.028 0.0236
Si -0.181 0.3211 7.0513 -0.0236 -0.0551 -0.0645
Si 3.5964 -0.0175 6.6406 -0.0548 0.0823 0.0348
Si 7.4072 0.039 6.664 0.108 -0.0212 -0.036
Si 1.8352 1.5297 6.7353 -0.045 -0.0579 -0.018
Si 5.5186 1.3934 6.6601 -0.0274 -0.0696 -0.0096
Si 9.3331 1.423 6.8725 0.0213 -0.0316 -0.0698
Si 0.0364 5.4174 7.092 -0.1686 -0.0594 -0.0654
Si 3.83 5.672 6.7029 -0.0302 0.0788 0.0025
Si 7.6089 5.2619 6.5344 -0.1132 0.0777 0.0264
Si 1.8115 6.9026 6.693 0.0449 -0.0093 -0.0195
Si 5.834 6.8478 6.3923 0.0281 -0.1067 0.0424
Si 9.4212 6.6076 7.0682 0.2217 0.0415 0.0453
O 12.1904 4.5216 8.417 0.1044 -0.0511 0.0602
O 7.0627 9.9734 7.9533 -0.0599 0.0409 0.0142
O 8.6863 7.2278 8.4751 -0.0543 -0.0362 -0.009
O 3.2241 9.9219 7.929 0.0474 -0.0293 -0.0012
O 9.1524 2.3448 8.2662 -0.0534 0.0669 0.0415
O 7.4187 4.2668 7.8747 0.0472 0.0159 -0.0612
O 4.0031 5.1482 8.3024 0.0587 0.0318 -0.0285
O -0.1146 10.8032 8.6845 -0.0035 0.0198 0.0741
O 2.2072 2.4334 8.105 0.0142 0.0291 0.0044
O 3.9959 9.89 22.9456 0.0127 -0.0333 -0.0328
O 5.8959 7.9896 22.9033 -0.054 0.0616 -0.0403
O 5.7854 9.9819 21.0069 0.0452 0.0381 -0.0556
O 4.2914 4.3656 23.0255 -0.0067 -0.0301 -0.027
O 9.7918 7.7022 23.0862 -0.0375 0.1094 0.1056
O 0.2524 5.406 22.396 0.0009 0.0472 -0.1994
O 8.1042 4.8681 22.5795 0.0419 -0.0205 -0.0737
O 11.207 9.9901 23.104 -0.0444 -0.0162 0.0067
O 9.8097 2.0718 23.0722 -0.0106 -0.0153 0.0035
Si -0.6451 18.3398 12.6008 0.0117 -0.0112 -0.0006
Si -0.0816 5.6016 20.7759 -0.0329 -0.0039 0.0883
Si 8.4285 0.4539 11.3523 0.0072 0.0245 0.0378
Si 5.8524 -1.9945 16.9523 0.0016 -0.0207 0.0096
Si 8.3812 3.5876 8.9981 0.0764 -0.0496 -0.0186
Si -10.1687 7.014 18.476 0.0257 -0.0101 0.0346
Si -3.64 10.772 15.9725 0.0216 -0.0078 -0.0149
Si -0.2146 0.7364 10.0897 0.009 -0.0388 -0.0282
Si -5.0131 10.0114 9.5122 0.0037 -0.051 -0.0085
Si 12.8765 2.8733 20.5235 -0.0398 0.0432 -0.052
Si -6.1173 0.7415 17.0717 0.0023 0.007 0.0123
Si -3.8398 3.2321 11.9385 0.0266 -0.0277 0.055
Si 9.8324 9.2372 22.6041 -0.0174 -0.0863 -0.03
Si 1.4474 9.6032 11.6062 -0.0166 0.0203 -0.0042
Si 5.6809 7.6284 14.3482 0.0208 0.005 0.0175
Si 4.9478 8.979 21.9917 -0.0115 -0.0094 0.066
Si 8.7024 4.6885 21.0555 0.0244 0.0565 0.0077
Si 14.6336 4.6508 11.617 -0.0095 -0.0133 0.0134
Si 4.8754 3.6818 16.738 -0.0018 0.0161 -0.0069
Si 10.1435 1.9799 21.4903 -0.0156 0.0459 -0.0245
Si 4.5858 6.1879 9.4377 -0.0024 -0.001 0.0293
Si 1.3504 14.2232 9.2171 -0.0133 0.0726 -0.0394
Si 1.5316 -4.9618 13.8751 -0.002 0.0013 0.0073
Si 3.6875 9.2538 9.3355 0.0272 0.0493 0.0186
Si -6.2746 15.4201 13.6645 0.0046 -0.0173 -0.0023
Si 8.3999 9.1014 13.4404 0.0071 0.0232 0.0057
Si 7.5434 18.054 9.6708 0.0155 0.0183 -0.0126
Si 3.9384 6.777 20.0783 -0.0058 0.0194 -0.037
Si 1.4076 9.7441 16.7618 -0.0076 -0.0178 -0.0167
Si 9.406 5.3567 11.0616 0.0091 0.0139 0.0367
Si -5.2976 10.0614 19.4645 0.0039 -0.0011 -0.0047
Si 3.8163 4.1885 21.4771 0.0096 0.0177 0.0361
Si 1.9461 4.5415 16.6091 -0.003 0.0197 -0.013
Si 5.9713 4.6844 19.4685 0.0045 0.0234 0.0002
Si 1.3269 1.6812 17.7719 -0.0365 0.0178 0.0022
Si -2.1746 10.2147 19.9588 -0.0004 0.0162 -0.0166
Si 10.5872 -10.8556 17.3565 -0.0227 -0.0098 -0.0094
Si 2.9433 -2.1862 14.1442 -0.0153 -0.0006 0.0023
O -7.0427 2.0715 16.9309 0.0036 -0.0074 -0.0033
O 7.5088 15.7105 19.9582 -0.0203 0.0057 0.0038
O -0.9074 6.2255 11.4903 0.0076 0.0156 -0.0136
O 9.5367 0.7048 20.7167 -0.0156 -0.0582 0.0017
O 1.7757 5.324 12.4019 0.0037 0.0077 -0.0092
O 4.0845 7.6992 9.1173 0.0061 -0.0146 -0.0243
O 7.0687 8.5892 10.1222 -0.0133 0.0291 -0.0294
O 12.1415 4.2561 20.0692 0.0114 -0.0363 -0.0155
O 9.5305 4.6302 9.583 -0.0185 -0.014 0.0035
O -1.7134 5.7557 20.6705 -0.0039 -0.0386 -0.0072
O 5.0595 3.7503 20.4915 0.0062 -0.0027 -0.002
O -8.3972 5.6115 20.9648 0.0085 0.0233 -0.0048
O 5.5963 7.6317 16.0136 0.0031 0.0035 -0.0094
O -0.2881 12.4008 17.8124 0.0634 0.0064 -0.01
O 7.4596 3.2127 10.3081 -0.0257 -0.009 0.0106
O 6.2144 6.192 9.4025 -0.0378 0.0006 -0.0283
O -4.8311 11.8985 16.0534 0.0181 -0.0158 -0.0027
O 3.9816 4.0172 12.8182 0.011 0.0034 -0.0032
O -3.6924 -0.9494 19.4846 -0.0243 0.0064 0.0171
O 8.1837 6.4332 11.0014 -0.0036 -0.0023 -0.0297
O 2.6109 7.1621 14.0983 0.0098 0.012 -0.0055
O -0.1051 10.1856 16.2729 0.0108 0.001 -0.0017
O 4.9862 10.1331 9.809 -0.0341 -0.0314 -0.0502
O 13.9589 3.7103 10.4516 0.0028 0.0034 -0.0106
O -10.4092 5.7061 17.4936 0.0046 -0.0181 -0.0149
O 1.5122 2.9764 16.792 -0.0053 -0.0067 0.0123
O 0.5591 6.8288 19.8703 0.0261 0.0282 -0.025
O 4.0034 5.7414 10.886 0.0206 0.0156 -0.0478
O 4.5602 8.7428 13.898 -0.0065 -0.005 -0.0175
O 12.3589 11.0261 11.2323 0.0373 -0.0269 -0.0053
O -9.935 4.8609 15.0363 0.0032 -0.0194 0.0025
O 4.8666 -0.7113 16.5763 0.0107 0.0097 -0.0036
O -6.2241 -7.0357 15.1968 -0.002 0.0037 -0.0012
O 2.3988 -1.6202 15.5617 0.0021 0.0024 0.007
O 5.7292 8.776 18.5816 0.0015 0.0088 -0.033
O 9.8876 9.0687 20.9962 -0.0139 0.0191 -0.0259
O -1.2075 10.0818 18.6688 0.0046 0.0154 -0.0161
O 5.9288 15.0693 17.9203 -0.0139 -0.0075 -0.0256
O 1.8781 2.0828 19.2421 -0.0043 -0.0185 -0.0131
O 2.596 3.1203 21.4472 -0.0169 -0.0256 0.0123
O -3.0445 -0.6486 14.547 -0.0122 -0.0087 0.0075
O 1.1557 8.4566 17.7515 0.0046 0.024 -0.0152
O 7.4053 -1.5307 16.6837 0.0179 0.026 -0.0053
O 6.5654 3.8356 12.8355 -0.0196 0.0137 -0.016
O 9.077 4.1931 12.1657 -0.0062 -0.006 -0.0206
O 5.8722 0.5087 18.6688 -0.0053 -0.0033 -0.0187
O 9.3882 3.241 20.8323 0.022 -0.0361 0.0054
O -2.428 0.542 16.7588 -0.0206 -0.0047 -0.0229
O 0.2931 19.4074 11.8026 0.0132 -0.0028 -0.0219
O 5.3795 6.2054 19.581 0.0017 -0.0065 0
O 0.2127 2.2938 9.8556 0.0051 0.0049 -0.0073
O 3.5392 4.5851 16.9707 -0.008 -0.017 -0.0039
O 7.2841 0.3655 10.1964 0.007 0.0109 -0.0146
O 13.8732 -1.2397 13.0042 0.0106 -0.0056 -0.016
O 3.0277 -3.8403 18.7904 -0.0285 0.0091 0.0089
O 8.3553 9.9515 12.0697 0.0044 -0.0244 0.0072
O -3.5272 12.626 12.371 -0.0026 0.0058 -0.0389
O 8.4457 -0.9402 23.0697 0.0601 -0.0164 0.0166
O 4.0084 8.085 21.0246 -0.024 -0.0432 -0.0313
O 2.0142 0.2199 17.4005 -0.0225 -0.0022 -0.0001
O 9.8789 11.6434 10.6808 -0.0248 0.0035 -0.0188
O -1.9371 8.0974 13.2881 -0.0199 0.0117 -0.0044
O 2.4811 9.2397 10.4109 0.0122 0.0102 -0.0228
O -16.1039 -2.7548 13.7741 -0.018 -0.0085 -0.0056
O 0.1697 1.9787 21.3129 0.0057 0.0033 0.0068
O 5.4441 6.1185 13.7808 0.0083 0.0134 -0.0108
O 0.0671 6.6762 13.8761 0.0105 -0.0008 0.0068
H 5.5465 2.2298 7.8996 0.0023 0.0157 0.0466
H 1.7657 7.7831 7.8979 -0.006 0.0061 0.0235
H 5.9977 7.8141 7.5082 0.0053 0.0036 0.0066
H 2.2353 7.8195 -9.848 -0.0137 -0.3155 0.4517
H 1.9598 2.0369 -9.8322 0.0437 -0.3679 0.5666
H 6.0099 2.0575 -9.9721 -0.012 -0.3069 0.4982

Results
free energy: -141246.624 eV
free energy less fixed offsets of H -15.97, O -568.88, Si -635.61 eV per atom: 3.056 eV

The program warned: the cutoff lies below the one the program advises for these potential files; the forces do not sum to zero within the program's tolerance; the exchange-correlation potential is rough where the density is thin.
